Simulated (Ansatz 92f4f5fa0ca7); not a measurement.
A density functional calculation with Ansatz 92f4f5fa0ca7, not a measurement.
Periodic cell of 422 atoms, Si266O156, from a study of silicon, its oxide and their interface. The atomic structure is a simulated model.
Doubt: the cutoff is far below the 930 eV that the study's wrapper takes by default for these files, so forces and energies are approximate.
This geometry differs little from another in the collection (a relaxation step or a small displacement).

Settings
functional: PBE
potential files: Ansatz PAW
basis: plane waves
wave-function cutoff: 580 eV
density cutoff ratio: 5
exchange-correlation grid ratio: 1
k mesh: 1 x 1 x 1, Gamma-centred
self-consistency stop: 5e-08 eV per atom in the density residual
occupations: fixed
spin: none
net charge: 0

Cell vectors (angstrom)
a	15.4687	0	0
b	0	12.8259	0
c	0	0	37.243

Atoms and the computed forces on them: element, x, y, z (angstrom), force x, y, z (eV/angstrom)
Si	0.012	1.175	34.513	-0.009	-0.001	0.019
Si	3.838	1.163	34.574	-0.004	0.006	-0.001
Si	7.742	1.168	34.543	0.01	0.01	0.008
Si	11.619	1.179	34.568	-0.003	-0.009	-0.009
Si	1.896	7.583	34.586	0.002	-0.004	0.007
Si	5.824	7.583	34.61	0.005	0.002	0.003
Si	9.652	7.587	34.569	-0.014	0.003	0.016
Si	13.565	7.575	34.534	0.004	0.011	0.023
Si	1.934	5.247	34.976	0.336	-0.067	-0.049
Si	5.801	5.247	34.976	-0.049	0.176	0.657
Si	9.668	5.247	34.976	0.246	-0.069	-0.273
Si	13.535	5.247	34.976	0.238	-0.072	-0.198
Si	0	11.66	34.976	0.099	0.017	-0.099
Si	3.867	11.66	34.976	0.119	0.237	-0.083
Si	7.734	11.66	34.976	0.098	0.233	0.161
Si	11.602	11.66	34.976	0.079	0.135	-0.248
Si	0	4.664	36.213	-0.069	0.003	-0.022
Si	3.867	4.664	36.213	-0.047	0.073	0.109
Si	7.734	4.664	36.213	-0.066	-0.023	0.012
Si	11.602	4.664	36.213	-0.042	-0.02	-0.049
Si	1.934	11.077	36.213	0.03	-0.064	-0.056
Si	5.801	11.077	36.213	-0.062	0.002	-0.04
Si	9.668	11.077	36.213	-0.051	0.035	-0.029
Si	13.535	11.077	36.213	-0.013	0.048	-0.035
Si	0	2.332	36.625	-0.029	-0.087	-0.249
Si	3.867	2.332	36.625	-0.115	0.087	0.029
Si	7.734	2.332	36.625	0.056	-0.027	-0.137
Si	11.602	2.332	36.625	0.034	0.061	0.056
Si	1.934	8.745	36.625	-0.213	0.045	0.207
Si	5.801	8.745	36.625	0.199	0.061	0.358
Si	9.668	8.745	36.625	-0.074	0.026	0.109
Si	13.535	8.745	36.625	0.173	-0.061	-0.152
Si	1.934	1.749	0.619	0.035	-0.009	-0.024
Si	5.801	1.749	0.619	-0.014	-0.03	-0.068
Si	9.668	1.749	0.619	-0.074	-0.01	-0.036
Si	13.535	1.749	0.619	0.009	0.001	-0.037
Si	0	8.162	0.619	-0.034	0.037	0.056
Si	3.867	8.162	0.619	-0.024	-0.013	-0.013
Si	7.734	8.162	0.619	-0.084	0.055	0.098
Si	11.602	8.162	0.619	-0.008	-0.064	-0.063
Si	0	5.83	1.031	0.051	-0.006	0.038
Si	3.867	5.83	1.031	0.041	-0.014	0.031
Si	7.734	5.83	1.031	0.061	0.057	0.05
Si	11.602	5.83	1.031	0.04	-0.037	-0.017
Si	1.934	12.243	1.031	-0.046	0.052	0.075
Si	5.801	12.243	1.031	0.045	-0.006	0.036
Si	9.668	12.243	1.031	0.039	-0.042	-0.046
Si	13.535	12.243	1.031	-0.013	-0.067	-0.077
Si	1.934	5.247	2.268	-0.098	0.041	0.243
Si	5.801	5.247	2.268	-0.104	-0.021	-0.005
Si	9.668	5.247	2.268	0.139	-0.063	0.009
Si	13.535	5.247	2.268	-0.044	-0.052	0.055
Si	0	11.66	2.268	-0.06	-0.091	-0.625
Si	3.867	11.66	2.268	0.145	0.165	0.7
Si	7.734	11.66	2.268	-0.043	-0.096	-0.4
Si	11.602	11.66	2.268	-0.027	-0.061	-0.495
Si	1.934	2.915	2.68	-0.058	-0.114	-0.009
Si	5.801	2.915	2.68	0.04	-0.074	-0.025
Si	9.668	2.915	2.68	0.084	-0.137	-0.105
Si	13.535	2.915	2.68	0.001	-0.144	-0.1
Si	0	9.328	2.68	0.076	0.16	0.182
Si	3.867	9.328	2.68	0.028	0.076	0.022
Si	7.734	9.328	2.68	0.071	0.103	0.094
Si	11.602	9.328	2.68	0.028	0.245	0.173
Si	-0.49	0.487	27.709	-0.04	0.016	-0.043
Si	6.025	-2.716	29.444	0.017	0.005	0.001
Si	11.966	-4.196	24.603	0.005	0.023	0.01
Si	17.928	-2.01	23.659	0.022	0.024	-0.017
Si	-1.572	12.384	21.285	-0.003	0	0.002
Si	4.752	4.333	29.478	0.028	0.031	-0.008
Si	8.979	9.271	25.119	-0.004	0.011	0.006
Si	7.792	0.786	28.105	0.014	0.022	-0.059
Si	-3.095	4.859	28.702	0.005	-0.018	-0.021
Si	0.856	3.531	29.582	0.023	-0.004	0.039
Si	7.285	3.823	29.81	-0.039	-0.009	0.024
Si	9.421	5.761	28.349	0.03	-0.07	-0.043
Si	-3.266	12.314	26.239	-0.01	-0.006	0.023
Si	2.329	7.654	29.979	0.005	-0.019	-0.034
Si	3.103	15.593	28.788	-0.019	0.026	0.002
Si	13.511	7.432	30.043	0.041	0.064	0.039
Si	1.837	0.509	31.188	0.025	-0.004	-0.002
Si	0.526	5.47	26.992	0.017	0.019	0.034
Si	7.749	4.817	31.839	-0.009	0.002	-0.005
Si	14.315	3.23	26.652	0.036	-0.014	0.044
Si	2.319	10.051	29.554	-0.021	-0.013	-0.017
Si	4.156	11.345	28.731	0.001	0.009	0.01
Si	5.719	7.821	30.11	0.003	-0.001	-0.02
Si	16.236	10.555	27.865	-0.032	-0.016	-0.023
Si	3.198	2.396	26.418	0.011	0.01	-0.029
Si	-0.101	1.266	29.932	-0.045	-0.016	0.009
Si	8.169	6.337	25.5	-0.001	0.013	0.007
Si	11.685	-1.88	28.741	0.017	0.049	0.044
Si	3.969	7.227	31.582	-0.004	-0.029	-0.043
Si	0.198	7.003	31.068	-0.058	-0.027	-0.011
Si	7.695	7.119	31.269	0.011	-0.033	0.001
Si	9.768	9.821	29.55	0.026	0.032	-0.034
Si	-1.9	-3.048	29.515	-0.015	-0.048	0.028
Si	5.692	0.658	31.287	0.004	0.005	-0.005
Si	9.633	0.555	31.244	0.01	0.013	-0.022
Si	13.485	0.559	31.181	-0.006	0.006	0.002
Si	-3.863	7.075	31.4	0.022	-0.02	-0.013
Si	4.053	4.848	31.707	0.017	-0.007	-0.002
Si	9.684	7.465	30.03	0.003	-0.008	0.021
Si	11.526	13.297	29.781	-0.008	-0.066	0.02
Si	0.238	4.672	31.608	0.023	0.008	-0.02
Si	4.221	6.586	28.733	-0.009	-0.009	0.032
Si	7.64	1.452	30.264	0.007	0.007	0.026
Si	11.784	4.752	31.7	-0.012	0.005	0.048
Si	1.923	11.043	31.674	-0.008	0.003	0.002
Si	5.908	11.142	31.627	0.001	-0.015	0.002
Si	9.628	11.025	31.635	-0.015	0.007	0.012
Si	13.631	11.01	31.611	0.003	0.005	-0.017
Si	2.099	4.101	32.89	-0.021	0.01	0.016
Si	5.849	4.097	32.992	0.012	0.008	0.003
Si	9.772	4.085	32.859	-0.011	-0.011	0.006
Si	13.702	4.082	32.881	-0.017	0.004	0.01
Si	0.025	10.444	32.931	-0.004	0.007	0.011
Si	3.919	10.577	32.874	0.002	0.005	0.019
Si	7.749	10.509	32.942	-0.005	0.022	0.009
Si	11.626	10.547	32.861	0.005	0.002	0.017
Si	1.952	1.747	33.241	0.02	-0.003	0.024
Si	5.765	1.765	33.36	-0.014	0.001	0.013
Si	9.706	1.737	33.3	-0.015	0.021	0.007
Si	13.527	1.73	33.268	0.009	0.017	-0.013
Si	0.028	8.109	33.223	-0.005	0.001	0.01
Si	3.871	8.318	33.558	0.003	0.021	0.012
Si	7.715	8.212	33.347	0.011	-0.014	0.016
Si	11.596	8.244	33.404	-0.003	-0.001	0
Si	0	2.332	3.917	-0.084	-0.003	0.156
Si	3.867	2.332	3.917	0.098	-0.131	0.272
Si	7.734	2.332	3.917	-0.219	-0.309	0.02
Si	11.602	2.332	3.917	-0.091	-0.198	-0.769
Si	1.934	8.745	3.917	-0.091	-0.067	-0.147
Si	5.801	8.745	3.917	-0.257	0.041	-0.021
Si	9.668	8.745	3.917	-0.052	-0.132	-0.273
Si	13.535	8.745	3.917	-0.299	0.157	0.595
Si	1.878	6.449	4.34	-0.009	-0.021	-0.005
Si	5.794	6.444	4.308	-0.004	-0.015	-0.019
Si	9.717	6.443	4.309	0.009	-0.019	-0.005
Si	13.501	6.448	4.314	-0.012	-0.006	-0.011
Si	-0.019	12.773	4.283	0.012	-0.01	0.01
Si	3.918	12.822	4.495	0.006	-0.018	-0.008
Si	7.734	12.78	4.301	0.001	-0.008	-0.001
Si	11.585	12.789	4.291	0.012	0.019	0.004
Si	-0.089	6.016	5.635	0.011	0.015	0.006
Si	3.836	5.955	5.552	0.008	0.037	0.024
Si	7.77	5.867	5.461	0	-0.002	0.007
Si	11.62	5.916	5.639	0.004	0.003	-0.01
Si	1.862	12.114	5.543	-0.036	-0.003	-0.012
Si	5.954	12.093	5.713	-0.013	-0.01	0.014
Si	9.675	12.064	5.428	-0.015	0.01	0.009
Si	13.486	12.065	5.429	-0.001	-0.025	-0.007
Si	-0.058	3.684	5.894	0.029	-0.036	-0.007
Si	3.856	3.653	5.88	-0.006	-0.045	0.01
Si	7.709	3.575	5.919	-0.035	-0.011	0.016
Si	11.554	3.56	5.839	-0.022	0.01	0.019
Si	1.87	9.789	6.014	-0.016	0.012	-0.022
Si	5.67	9.735	6.071	0.003	0.041	-0.011
Si	9.534	9.764	6.008	0.02	-0.007	-0.012
Si	13.422	9.807	6.174	0.007	0.029	-0.011
Si	0.678	0.036	7.446	0.108	-0.007	-0.012
Si	3.806	0.408	8.804	0.244	-0.013	-0.118
Si	13.474	2.904	6.943	-0.008	-0.039	0.037
Si	13.997	4.439	10.274	0.137	0.047	0.031
Si	0.005	9.398	7.441	0.015	-0.023	-0.001
Si	4.069	11.196	11.359	0.047	0.011	0.002
Si	7.591	9.117	7.275	0.007	0.006	0.026
Si	6.369	10.368	11.123	-0.001	0.024	0.039
Si	5.817	1.535	8.522	-0.088	-0.092	-0.085
Si	-0.02	6.982	7.88	-0.011	0.022	-0.014
Si	7.748	6.73	7.636	0.012	-0.017	0.006
Si	16.086	7.241	17.67	0.001	0	-0.02
Si	1.896	16.411	7.177	0.003	0.054	-0.034
Si	3.898	13.623	11.146	-0.03	0.006	0.036
Si	9.332	19.192	11.008	-0.005	-0.037	0.082
Si	16.454	17.855	12.475	0.035	0.005	-0.133
Si	1.794	5.524	8.579	0.064	0.05	-0.065
Si	5.831	5.647	8.52	-0.006	0.012	-0.032
Si	9.444	1.856	10.573	-0.032	-0.03	0.078
Si	13.527	6.62	9.325	-0.02	-0.038	-0.022
Si	-2.555	13.477	9.348	0.013	-0.014	-0.01
Si	3.713	9.256	7.442	0.004	-0.051	-0.012
Si	7.078	7.25	15.073	0.025	0.005	-0.012
Si	16.151	11.139	9.047	-0.074	-0.016	0.034
Si	-5.748	5.931	8.787	-0.012	0.033	0.024
Si	7.217	-0.141	7.744	-0.009	0.033	0.011
Si	10.355	9.351	11.365	0.039	0.002	0.055
Si	13.884	0.613	7.212	-0.047	0.035	0.005
Si	-4.141	9.349	7.491	-0.008	-0.028	-0.018
Si	3.1	9.584	12.877	-0.079	-0.059	0.039
Si	14.862	12.667	10.606	0.077	0.036	-0.008
Si	10.082	10.555	9.36	-0.005	-0.019	0.011
Si	-5.061	0.858	13.171	0.011	-0.013	-0.009
Si	3.796	6.765	7.83	-0.008	0.024	-0.009
Si	9.655	2.815	6.988	0.01	-0.01	0.018
Si	16.856	1.608	10.715	-0.241	0.25	0.102
Si	-5.231	3.583	9.1	0.014	0.054	-0.047
Si	0.912	4.074	10.364	-0.162	-0.163	0.369
Si	9.476	13.336	7.337	-0.017	-0.001	0.014
Si	6.277	12.689	18.29	-0.002	-0.001	0.011
Si	3.139	-1.901	9.156	0.02	0.02	-0.043
Si	8.608	-1.667	13.278	0.033	-0.011	0.003
Si	1.914	1.658	8.468	0.054	-0.106	-0.146
Si	7.068	2.708	17.088	-0.001	0.006	0.013
Si	-3.954	5.678	13.058	0.02	0.024	-0.041
Si	6.305	5.307	10.832	0.016	0.055	0.109
Si	13.149	12.043	13.24	-0.003	-0.028	-0.008
Si	12.607	3.013	9.129	-0.024	-0.007	-0.043
O	2.141	12.109	14.584	0.013	-0.006	0.001
O	30.788	5.764	17.598	-0.01	0.002	0.004
O	2.243	-9.662	25.327	0.004	-0.005	0.017
O	13.555	0.071	26.965	0	-0.021	0.015
O	6.067	9.333	22.98	0.003	-0.008	-0.002
O	2.679	2.805	18.314	-0.009	-0.004	-0.007
O	-5.362	0.357	22.918	-0.009	-0.008	0.007
O	24.092	4.899	24.839	0.005	0.012	0.001
O	9.094	-0.114	13.149	0.003	0.002	-0.009
O	-4.578	15.836	26.237	-0.002	0.013	-0.022
O	-5.665	23.036	12.669	-0.026	0.023	-0.009
O	2.762	-1.898	16.979	0.008	0	-0.01
O	14.751	29.816	21.724	-0.001	0.002	0.005
O	7.133	-1.039	17.215	-0.002	0.007	0.006
O	6.664	-4.823	16.449	-0.004	-0.001	0.003
O	12.596	6.773	12.51	-0.003	-0.04	-0.013
O	6.21	8.716	11.286	-0.023	0.016	0.022
O	8.661	7.705	24.754	-0.006	-0.006	0.002
O	17.578	16.458	15.866	-0.007	-0.004	0.014
O	0.808	6.356	21.342	-0.001	-0.01	0.002
O	11.502	14.226	19.675	0.013	-0.005	-0.011
O	17.195	8.767	20.961	0.001	0.003	0.001
O	0.292	20.659	14.374	0.019	-0.005	0.018
O	-3.484	-3.794	11.373	-0.014	0.023	-0.053
O	6.758	-0.892	22.57	0.011	-0.016	0
O	12.063	4.152	30.152	-0.004	0.021	-0.053
O	11.879	-8.219	24.394	-0.001	0.014	-0.005
O	-5.179	5.06	17.548	-0.005	0.001	0.003
O	7.24	-14.693	12.411	-0.01	-0.019	-0.016
O	-6.729	19.257	27.019	0.022	-0.005	0.026
O	-2.771	5.808	22.147	-0.008	0.007	0.016
O	13.805	0.125	14.421	0.004	0.012	0.004
O	17.524	18.548	26.538	-0.01	-0.001	0.007
O	7.249	2.47	25.147	-0.017	0.003	0.007
O	8.674	7.5	14.799	-0.016	-0.004	0.019
O	17.495	-11.763	16.423	-0.001	0.014	0.009
O	11.658	2.042	23.799	-0.001	0.008	0.005
O	5.036	22.589	17.504	-0.002	-0.001	-0.002
O	1.327	-3.076	26.551	0.006	0.014	0.03
O	18.493	0.776	26.123	-0.005	0.008	0.005
Si	5.591	5.744	24.188	-0.03	0.002	0.007
Si	14.457	7.51	25.448	0.038	0.02	0.022
Si	17.036	-3.735	25.062	0.006	-0.061	0.05
Si	-1.688	-21.705	12.567	-0.015	-0.058	0.01
Si	-2.157	9.311	21.86	0.013	0.005	-0.009
Si	9.498	1.639	15.913	0.015	0.003	0.002
Si	19.421	-2.004	18.081	-0.006	0.004	0.007
Si	2.104	3.007	23.713	0	0.001	0.004
Si	3.73	-6.503	17.933	-0.027	0.014	0.013
Si	1.73	-10.285	17.048	-0.005	0.002	0.004
Si	7.749	3.677	24.155	0.006	-0.028	-0.001
Si	3.281	19.391	25.881	-0.04	0.026	0.001
Si	-12.293	9.495	20.931	-0.015	-0.002	0.001
Si	5.684	8.036	22.043	-0.009	0.015	-0.001
Si	27.08	19.771	7.854	0.009	0.032	0.003
Si	13.141	-4.98	11.392	0.041	0.059	0.13
Si	7.88	-4.074	20.316	0.003	0.011	0.008
Si	16.271	17.583	21.628	-0.001	0.006	-0.006
Si	10.542	1.766	27.23	0.006	-0.018	0.022
Si	5.319	4.816	15.711	-0.012	-0.005	-0.012
Si	10.948	15.426	20.616	-0.033	-0.021	0.034
Si	5.945	8.466	17.829	-0.003	0.002	0.007
Si	-3.542	3.109	24.977	-0.016	-0.024	0.004
Si	17.451	13.703	14.8	-0.017	0.016	-0.003
Si	6.689	0.225	21.374	0.005	0.01	0.001
Si	10.589	0.031	9.368	0.02	-0.02	-0.02
Si	-6.091	1.703	22.195	0.054	0	-0.016
Si	10.27	-5.359	15.144	0.019	-0.007	-0.025
Si	-8.182	-2.421	22.722	-0.004	0.019	-0.001
Si	1.227	0.491	22.412	-0.006	-0.016	0.002
Si	0.497	8.049	12.766	-0.067	-0.011	-0.023
Si	6.001	1.767	25.903	-0.001	-0.001	0.002
Si	5.767	3.533	7.264	0.051	-0.008	-0.005
Si	6.195	14.955	10.752	0.065	0.021	0.031
Si	4.115	-0.394	25.761	0.012	-0.041	-0.026
Si	-1.374	2.457	17.091	-0.015	0.004	0.009
Si	0.426	7.821	20.737	0.002	0.008	-0.014
Si	-1.008	1.6	14.222	-0.008	0.015	-0.024
Si	13.318	-8.135	21.135	0.006	-0.007	-0.017
Si	-3.004	-3.181	15.083	0.029	-0.014	-0.025
Si	2.973	-9.307	14.456	0.006	0.004	-0.022
Si	-1.646	18.129	18.089	0.013	0.008	-0.005
Si	15.382	8.622	15.759	-0.026	-0.01	-0.017
Si	-2.95	-6.879	23.754	0.011	-0.015	-0.005
Si	5.473	-5.089	12.388	0.031	-0.041	-0.018
Si	11.045	-2.124	17.602	0.013	0.008	-0.015
Si	3.869	1.789	21.687	0.015	-0.013	-0.001
Si	-3.78	0.452	23.418	-0.002	0.005	-0.006
Si	-4.446	8.455	19.794	-0.001	-0.002	-0.008
Si	11.175	6.401	17.726	0.01	-0.007	0
Si	-7.797	-2.137	9.052	0.012	0.008	-0.028
Si	12.434	0.428	18.789	-0.002	0.001	0.001
Si	23.534	-2.39	28.048	-0.066	-0.012	0.005
Si	2.948	3.768	19.585	-0.003	0.016	-0.002
Si	3.781	-12.12	29.844	-0.003	-0.028	0.007
Si	-5.807	3.675	18.087	0.007	0.004	0.018
Si	17.649	-2.103	15.477	-0.043	0.019	0.028
Si	8.509	-1.299	16.38	0.013	-0.01	-0.005
O	-0.899	8.415	11.98	0.006	-0.03	-0.031
O	-9.117	4.395	23.609	0.006	0.003	0.002
O	7.963	-10.59	15.779	-0.003	0	-0.004
O	38.063	8.884	18.877	0.004	0.001	0.004
O	22.003	6.362	25.38	0.013	-0.003	-0.001
O	11.724	12.763	12.86	-0.006	0.01	0.011
O	6.413	1.323	27.417	-0.001	-0.006	0.012
O	-0.116	0.246	21.532	0.006	0.003	0.002
O	-5.979	-4.881	11.458	-0.005	-0.009	-0.048
O	-3.548	10.64	16.238	-0.008	-0.005	0.019
O	3.103	1.891	14.131	0.003	-0.013	-0.003
O	19.569	-7.237	24.854	0.023	-0.013	-0.007
O	8.332	9.671	26.586	0.035	-0.019	-0.027
O	8.274	-1.93	14.874	-0.013	0.007	0.008
O	-5.141	-7.359	11.962	-0.006	0.014	-0.037
O	17.058	4.405	23.024	-0.003	-0.008	-0.006
O	4.311	11.496	27.082	-0.002	-0.005	0.013
O	12.735	6.216	17.285	-0.006	0.003	0
O	-8.962	1.434	17.93	0.004	-0.001	-0.003
O	4.697	12.278	18.166	0.006	0	-0.001
O	-1.509	2.318	12.84	0.005	0	0.016
O	5.477	0.365	25.225	-0.001	0.014	0.008
O	-0.205	-8.44	26.031	-0.012	-0.011	0.002
O	-5.242	-10.366	17.129	-0.002	-0.007	-0.006
O	18.655	-2.363	22.235	-0.004	-0.01	0.005
O	6.678	-0.398	19.855	-0.004	0.007	-0.01
O	4.239	5.744	16.5	0.012	-0.005	0.001
O	1.028	14.646	23.346	-0.001	0.012	-0.001
O	8.101	12.052	27.699	0.01	0.009	0.011
O	5.307	1.044	21.677	-0.005	0.007	-0.006
O	8.03	16.485	18.007	-0.01	-0.007	-0.005
O	11.222	-16.968	14.596	-0.006	0.003	0.02
O	18.839	-2.479	19.541	0.003	-0.005	-0.002
O	1.361	-0.834	23.362	-0.02	0.001	0
O	11.842	-1.877	27.059	0	-0.012	-0.027
O	1.53	-3.545	12.444	0.066	0.033	-0.001
O	-2.051	3.777	17.723	0.012	-0.003	-0.003
O	-1.717	-3.979	15.709	-0.015	0.014	0.013
O	2.223	-8.419	13.335	-0.013	-0.01	-0.001
O	-6.684	2.945	23.126	-0.025	0.025	0.029
O	17.731	19.863	17.689	0.026	-0.009	0.003
O	0.188	2.515	17.557	0.013	-0.003	-0.006
O	3.974	2.942	20.534	-0.001	-0.01	0.012
O	30.227	10.051	28.376	0.066	0.018	-0.032
O	16.074	-0.693	27.362	0.002	0.012	0.011
O	-7.561	-2.723	21.235	-0.004	-0.013	0.003
O	19.122	11.446	24.574	-0.007	0.005	0.016
O	-6.014	-15.123	17.258	0	0.003	0
O	11.397	-0.688	18.25	-0.005	-0.005	-0.003
O	-4.066	14.526	28.629	-0.019	0.036	-0.026
O	-11.068	8.422	21.101	0.013	-0.009	0.007
O	19.734	-5.851	27.121	0.008	0.001	0.02
O	-3.991	7.16	24.067	-0.011	-0.005	-0.001
O	-3.2	3.453	21.087	0.025	0.022	0.008
O	-9.425	3.72	11.192	-0.016	-0.081	-0.009
O	-4.224	6.934	19.258	0.001	0.008	0.008
O	-3.123	4.302	13.279	0.009	-0.005	-0.007
O	-8.464	7.638	21.146	0.003	-0.003	-0.001
O	10.92	17.983	27.988	-0.039	0.039	0.029
O	-4.583	0.417	26.413	0	0.009	0.003
O	0.6	14.233	14.128	0.015	-0.004	0.018
O	5.787	3.589	16.667	0.007	0.003	-0.004
O	6.628	5.668	15.21	-0.007	0	0.014
O	12.722	13.079	22.181	0.002	-0.002	-0.001
O	13.408	15.492	25.452	-0.018	-0.002	-0.017
O	19.044	2.555	23.113	-0.006	-0.001	-0.001
O	12.262	12.258	24.592	-0.004	0.003	-0.014
O	-10.134	6.749	22.942	0.004	-0.003	0
O	-15.639	1.986	27.072	0.011	0.015	-0.001
O	9.445	8.421	20.156	-0.007	0.003	0
O	6.294	7.855	13.787	-0.009	0.015	-0.003
O	-11.531	8.201	12.623	-0.017	0.064	0.002
O	15.149	6.875	26.807	-0.001	-0.017	-0.014
O	3.12	-3.049	14.528	0.042	-0.003	-0.041
O	-2.149	3.842	27.821	-0.013	0.015	0.013
O	4.762	2.818	26.056	0.01	-0.008	-0.006
O	11.987	8.823	21.042	0.002	0	0.009
O	-5.047	-11.117	14.572	-0.005	-0.001	0.001
O	-7.648	-11.078	10.939	-0.098	-0.002	0.035
O	-17.041	23.612	21.531	-0.007	-0.009	0.007
O	13.245	1.168	17.583	0.007	0.002	0.001
O	-18.126	-3.461	23.412	-0.008	-0.012	0.008
O	10.871	18.927	14.488	-0.013	0.006	0.03
O	13.636	18.245	19.707	-0.005	-0.003	0.015
O	16.152	-15.566	15.696	0.019	0.005	0.003
O	10.041	3.559	19.653	-0.002	0.01	-0.016
O	15.986	-8.041	28.487	-0.019	0.033	-0.038
O	24.425	27.42	27.493	-0.009	-0.016	0.016
O	-2.545	-2.292	13.795	-0.001	0.022	0.016
O	15.047	4.719	13.306	-0.001	0.011	0.032
O	11.428	9.524	18.641	-0.008	-0.006	0.01
O	-6.098	0.071	16.278	-0.008	-0.002	0.001
O	-0.899	8.318	21.544	-0.011	0.004	0.002
O	-1.432	2.535	15.472	0.014	0.001	-0.009
O	17.015	16.852	20.372	0.006	0	0.013
O	8.393	30.176	28.76	0.032	0.029	-0.012
O	3.598	5.178	19.088	0	-0.011	0.005
O	-5.212	-10.842	12.004	-0.012	0.005	-0.025
O	4.915	20.163	18.425	0.009	0.007	-0.006
O	-4.845	9.428	25.081	0.007	-0.014	-0.015
O	4.486	16.955	14.493	0.012	0.003	0.02
O	8.352	-2.582	23.956	-0.002	-0.012	-0.003
O	7.824	-7.054	11.281	-0.007	-0.007	-0.067
O	15.604	7.862	19.119	-0.004	-0.003	0.023
O	-2.364	-4.428	25.794	-0.012	-0.008	-0.005
O	15.597	8.395	24.664	-0.029	0.007	-0.021
O	5.349	6.218	11.807	0.006	0.007	-0.037
O	-1.262	-0.836	11.986	-0.048	-0.015	0.038
O	10.451	-5.339	16.761	-0.002	0.005	0.003
O	-1.502	19.146	24.43	-0.021	-0.009	-0.013
O	2.726	-17.739	25.139	0.01	0.024	-0.004
O	16.613	6.648	12.245	0.002	0.041	0.013
O	2.583	0.753	21.485	-0.001	0.009	0.001
O	-1.879	-0.233	19.711	-0.002	-0.005	0.007
O	-2.289	6.284	28.856	-0.026	-0.032	-0.011
O	-7.437	-11.677	21.436	-0.036	-0.016	-0.008

Results
free energy: -257817.602 eV
free energy less fixed offsets of O -568.88, Si -635.61 eV per atom: -0.062 eV

The program warned: the cutoff lies below the one the program advises for these potential files; the exchange-correlation potential is rough where the density is thin.
